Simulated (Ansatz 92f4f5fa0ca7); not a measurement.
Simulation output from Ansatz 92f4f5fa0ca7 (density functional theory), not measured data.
Periodic cell of 294 atoms, Si196O98, from a study of silicon, its oxide and their interface. The atomic structure is a simulated model.
Doubt: the cutoff is far below the 930 eV that the study's wrapper takes by default for these files, so forces and energies are approximate.
This geometry differs little from another in the collection (a relaxation step or a small displacement).

Settings
functional: PBE
potential files: Ansatz PAW
basis: plane waves
wave-function cutoff: 580 eV
density cutoff ratio: 5
exchange-correlation grid ratio: 1
k mesh: 1 x 1 x 1, Gamma-centred
self-consistency stop: 5e-08 eV per atom in the density residual
occupations: fixed
spin: none
net charge: 0

Cell vectors (angstrom)
a  11.6015  0  0
b  0  10.938  0
c  0  0  40.9638

Atoms and the computed forces on them: element, x, y, z (angstrom), force x, y, z (eV/angstrom)
Si  0  0  0.9665  0.003  0.1278  0.0161
Si  3.8672  0  0.9665  -0.0022  0.0799  -0.0127
Si  7.7343  0  0.9665  -0.0003  -0.0114  0.0011
Si  1.9336  1.3673  0.9665  0.0045  -0.0836  0.0015
Si  5.8008  1.3673  0.9665  0.026  -0.064  -0.0189
Si  9.6679  1.3673  0.9665  -0.027  -0.0248  0.0031
Si  0  5.469  0.9665  -0.0213  0.0532  0.0066
Si  3.8672  5.469  0.9665  0.0208  0.0076  0.0126
Si  7.7343  5.469  0.9665  0.0015  0.0066  -0.001
Si  1.9336  6.8362  0.9665  0.0038  -0.0331  0.0032
Si  5.8008  6.8362  0.9665  0.0021  -0.0176  -0.0213
Si  9.6679  6.8362  0.9665  -0.0043  0.0191  0.0197
Si  1.9336  2.7345  39.9967  0.0439  0.1118  -0.0304
Si  5.8008  2.7345  39.9967  -0.0311  0.1077  -0.0646
Si  9.6679  2.7345  39.9967  -0.0187  0.0254  -0.0103
Si  0  4.1018  39.9967  0.0083  -0.0593  -0.0052
Si  3.8672  4.1018  39.9967  -0.0158  0.0686  0.0932
Si  7.7343  4.1018  39.9967  0.0277  0.049  0.0796
Si  1.9336  8.2035  39.9967  0.0247  0.02  0.0226
Si  5.8008  8.2035  39.9967  0.0181  0.0335  -0.0035
Si  9.6679  8.2035  39.9967  -0.0305  -0.1061  0.1012
Si  0  9.5708  39.9967  -0.0138  -0.1763  -0.0771
Si  3.8672  9.5708  39.9967  -0.0187  -0.1313  -0.0592
Si  7.7343  9.5708  39.9967  0.0047  0.0068  -0.0192
Si  0  0  4.8337  0.0283  0.2234  0.2019
Si  3.8672  0  4.8337  -0.052  0.2059  -0.0812
Si  7.7343  0  4.8337  0.0376  -0.0759  -0.0425
Si  1.9336  1.3673  4.8337  -0.0463  -0.1891  -0.0282
Si  5.8008  1.3673  4.8337  0.0193  -0.0832  0.2178
Si  9.6679  1.3673  4.8337  0.1253  -0.0889  -0.0497
Si  0  5.469  4.8337  -0.0816  0.0747  -0.1759
Si  3.8672  5.469  4.8337  0.0259  -0.1312  0.2381
Si  7.7343  5.469  4.8337  0.056  0.005  0.0808
Si  1.9336  6.8362  4.8337  -0.098  0.1064  -0.0145
Si  5.8008  6.8362  4.8337  -0.247  0.0075  -0.1842
Si  9.6679  6.8362  4.8337  0.2463  -0.0335  -0.2206
Si  1.9336  2.7345  2.9001  -0.0102  0.1206  0.0463
Si  5.8008  2.7345  2.9001  0.0167  0.0924  0.0517
Si  9.6679  2.7345  2.9001  0.0024  0.0475  0.0348
Si  0  4.1018  2.9001  0.0346  -0.056  -0.0122
Si  3.8672  4.1018  2.9001  -0.055  -0.0267  -0.0013
Si  7.7343  4.1018  2.9001  0.0038  0.0392  -0.0719
Si  1.9336  8.2035  2.9001  -0.0014  -0.0112  -0.0574
Si  5.8008  8.2035  2.9001  0.0098  -0.0363  -0.0566
Si  9.6679  8.2035  2.9001  -0.0171  -0.0335  -0.0239
Si  0  9.5708  2.9001  -0.0089  -0.1927  0.0792
Si  3.8672  9.5708  2.9001  0.0085  -0.0865  0.0239
Si  7.7343  9.5708  2.9001  0.0338  0.0362  -0.035
Si  5.7785  2.8826  32.3471  0.0138  0.0065  -0.0039
Si  7.7264  -1.171  32.2943  0.0013  -0.0098  -0.003
Si  4.6169  -4.7515  26.5437  0  0  0.0017
Si  -1.1381  5.7966  19.0095  -0.0002  -0.0029  0.0035
Si  2.2194  5.0075  31.4362  -0.0223  0.02  -0.0222
Si  5.7629  -2.5853  32.2159  0.0001  0.004  0.0105
Si  -3.1325  6.1879  31.0296  0.0063  0.0013  0.0177
Si  -1.8569  1.3559  20.8383  -0.0006  0.0013  0.0009
Si  6.2726  6.935  30.4047  -0.0051  0.0012  -0.0132
Si  -2.4103  10.7169  28.6992  -0.0001  0.0023  0.0085
Si  9.3188  11.2671  31.0311  -0.0022  -0.0029  -0.0013
Si  4.1212  4.8056  29.2401  -0.006  0.0018  0.0005
Si  2.1969  7.4422  32.0342  0.0056  0.0058  0.0024
Si  10.977  3.9305  28.6468  0.0016  0.0026  0.0006
Si  11.494  4.4393  32.0558  0.0099  -0.0079  0.009
Si  5.6441  2.2696  30.1026  -0.0032  -0.0007  0.0037
Si  3.6994  9.4178  31.9234  -0.0052  -0.0027  -0.0029
Si  6.0869  2.43  25.8548  -0.0003  -0.0001  -0.0005
Si  -2.3508  8.0103  32.484  -0.0201  -0.0025  -0.0039
Si  9.6798  13.528  32.1815  -0.0057  0.0047  0.0027
Si  10.9067  9.6768  31.9827  0.0106  0.0046  0.002
Si  2.898  9.008  24.4354  0.0034  -0.0014  0.0028
Si  0.6296  4.7997  25.7939  -0.0007  -0.0027  0.002
Si  13  12.3697  28.5521  0.0018  0.0019  -0.0016
Si  0.125  0.054  33.9532  0.0007  -0.0031  -0.0007
Si  3.8805  -0.0806  33.989  0.0059  -0.0015  -0.0005
Si  7.8402  0.0432  34.271  0  0.0013  0.0064
Si  2.1816  1.5813  34.0059  -0.0044  0.0019  0.0015
Si  5.8624  1.3055  34.115  -0.0012  -0.0031  0.0036
Si  9.7874  1.4105  34.2143  -0.0004  0.0008  -0.0051
Si  -0.1099  5.4754  34.1966  -0.004  -0.0005  0.0057
Si  3.7738  5.393  34.3209  0.0058  0.0051  0.0043
Si  7.6759  5.4426  34.3353  -0.0018  0.0018  -0.0013
Si  1.8536  6.7903  34.2647  -0.005  -0.0005  -0.004
Si  5.732  6.8286  34.1367  0.0002  0.0001  -0.0031
Si  9.5648  6.8212  34.4235  0.0028  -0.0055  0.0012
Si  1.9378  2.7139  36.107  -0.002  0.0028  0.001
Si  5.7608  2.6596  36.1015  0.0004  0.002  -0.0003
Si  9.6806  2.7469  36.155  0.001  0.002  0.0049
Si  0.0034  4.0943  36.1218  -0.0018  0.0008  -0.0036
Si  3.8686  4.0602  36.2209  -0.0005  -0.0031  -0.0008
Si  7.6815  4.0326  36.1859  0.0011  -0.0002  -0.0004
Si  1.9298  8.2394  36.127  0  0.0005  0.003
Si  5.7803  8.1815  36.0951  -0.0016  0.0022  -0.0011
Si  9.7081  8.2952  36.2053  -0.0011  0.002  -0.0013
Si  0.0612  9.6746  36.0274  0.0048  0.0003  0.0016
Si  3.8717  9.5882  36.0535  0.0007  -0.0042  0.0018
Si  7.7287  9.5645  36.1509  -0.0014  0  -0.001
Si  0  0  38.0631  0.0941  0.1828  -0.2908
Si  3.8672  0  38.0631  0.0259  0.007  -0.3295
Si  7.7343  0  38.0631  -0.1117  0.0379  0.1376
Si  1.9336  1.3673  38.0631  -0.0798  -0.0983  -0.0446
Si  5.8008  1.3673  38.0631  -0.0332  -0.2516  0.0662
Si  9.6679  1.3673  38.0631  0.0221  -0.1097  0.0662
Si  0  5.469  38.0631  0.0655  0.0493  -0.1107
Si  3.8672  5.469  38.0631  0.0498  0.0569  0.4688
Si  7.7343  5.469  38.0631  -0.096  -0.0561  0.067
Si  1.9336  6.8362  38.0631  -0.0136  0.0871  -0.1158
Si  5.8008  6.8362  38.0631  -0.0402  0.0151  -0.1079
Si  9.6679  6.8362  38.0631  0.156  0.1419  0.1652
Si  1.9005  2.7066  6.7816  -0.0004  0.0043  0.0003
Si  5.828  2.7226  6.8028  0.0013  0.0008  0
Si  9.7104  2.7038  6.7766  0.0012  0.0003  -0.0012
Si  0.0266  4.1124  6.7502  -0.0004  -0.0021  -0.0048
Si  3.8538  4.0379  6.7757  -0.0013  -0.0025  0.0007
Si  7.7813  4.0545  6.7335  -0.0007  0.0006  0.0006
Si  1.9149  8.274  6.7275  0.0009  0  0.0013
Si  5.7331  8.2425  6.7169  0.0005  -0.0028  0.004
Si  9.7657  8.2103  6.733  0.001  -0.0023  0.0021
Si  0.0097  9.6765  6.862  -0.0009  -0.0006  0.0013
Si  3.8038  9.662  6.8009  -0.0006  -0.0007  0.0007
Si  7.7507  9.4546  6.6887  -0.0022  -0.0019  0.0051
Si  -0.0597  0.0463  8.9541  0.0001  -0.0026  0.0016
Si  3.7129  0.1696  8.7335  -0.0008  -0.002  0.0039
Si  7.6786  -0.2018  8.6068  -0.0008  -0.0004  -0.0053
Si  1.7233  1.6226  8.9042  -0.0007  -0.0006  0.0012
Si  5.7746  1.2333  8.6617  0.002  -0.0008  0.003
Si  9.5018  1.3048  8.6974  0.002  -0.004  -0.0022
Si  0.2113  5.4047  8.7312  0.0044  -0.0003  0.0031
Si  3.8776  5.4268  8.6741  -0.0045  -0.0067  0.0037
Si  7.828  5.5819  8.5019  -0.0066  -0.0052  -0.0021
Si  2.058  6.909  8.6134  -0.0044  0.0045  0.0022
Si  5.8079  6.7146  8.4803  0.0074  0.0004  -0.0125
Si  9.8112  6.8333  8.6326  0.0037  0.008  0.0011
Si  -1.2116  -2.6009  17.3141  -0.0011  -0.0023  -0.0022
Si  3.2816  4.6044  10.8521  0.0055  0.006  -0.0034
Si  8.0284  4.7808  10.6568  0.0232  -0.0197  -0.0089
Si  1.7282  6.8298  14.104  0.001  -0.0064  0.0008
Si  4.1307  -1.269  10.5154  0.0088  0.0007  -0.0018
Si  8.4615  2.44  10.4856  0.007  0.0271  -0.0053
Si  -1.812  8.0617  10.6437  -0.0009  -0.0089  0.004
Si  9.7297  5.9644  11.7741  -0.0168  0.0172  -0.0085
Si  5.8293  8.0833  10.3052  -0.0027  0.0077  0.0131
Si  5.2814  7.261  12.4672  0.0059  -0.0121  -0.0104
Si  7.7278  9.3867  10.5735  -0.0042  -0.0025  0
Si  10.0269  11.1975  14.3158  -0.0003  -0.0009  -0.0002
Si  1.1473  3.726  10.2983  -0.008  -0.0009  -0.0001
Si  3.0063  0.8095  23.2414  0.0005  0.0025  0.004
Si  9.707  2.4749  12.3927  -0.0042  0.0001  0.0256
Si  6.1239  1.4278  23.0558  0.0003  0.001  0.0025
Si  6.4471  5.1892  12.39  -0.0054  0.0241  0.0254
Si  4.9825  3.4126  11.9936  -0.0041  -0.0065  -0.007
Si  0.4113  9.4692  13.1821  -0.005  0.0081  -0.015
Si  8.8419  0.0343  23.3372  -0.002  0.0032  0.0036
Si  3.0481  6.5856  12.1569  -0.0009  0.0053  -0.0019
Si  2.3746  2.6346  20.7404  -0.0021  0.002  0.0031
Si  2.9536  10.9303  14.6331  0.0013  -0.0087  -0.0066
Si  13.8379  8.2045  10.6008  -0.0015  -0.0026  0.0009
O  28.3508  5.7404  30.1199  0.0037  0.003  0.0024
O  17.8351  17.2312  26.4337  0.0009  0.0002  0.0001
O  17.957  2.1741  21.64  -0.0006  0.0001  -0.0019
O  -10.4135  -30.3675  19.6471  -0.0002  -0.0006  -0.0005
O  13.8888  4.139  21.3668  -0.0003  0.0002  0.0004
O  -21.2235  14.8345  25.5518  -0.0006  0  -0.0004
O  15.7194  20.7152  14.5846  0.0065  0.0015  -0.0067
O  27.1581  -5.0785  22.3904  -0.0015  0.0006  -0.0006
O  15.3296  -1.06  28.4453  -0.0006  0.0004  -0.0038
O  26.8586  1.3204  13.9891  0.0035  0.0063  0.0014
O  0.9645  -2.3656  29.1916  0.001  -0.0025  -0.0019
O  17.8502  -19.2852  24.2219  -0.0004  0  0
O  -19.795  4.6839  17.5451  0.0001  -0.0016  -0.0001
O  10.3636  2.8283  20.4959  -0.0005  0  0.0001
O  17.4224  -9.9181  19.2439  -0.0018  0.0001  -0.0012
O  2.4785  18.5575  15.338  0.0004  0.0024  0.0045
O  -9.1427  0.4358  16.1419  -0.0008  0.0015  0.0048
O  -10.5134  17.2912  25.5933  -0.0011  0.0043  -0.0015
O  20.7105  24.6332  25.5257  -0.0001  0.0001  0.0005
O  22.1174  -20.7107  13.0216  -0.0004  0.0081  -0.0071
O  2.5044  32.0631  23.3469  -0.0008  -0.0015  0.0005
O  4.4796  13.4926  26.1288  0  -0.0008  0.0003
O  -2.6812  8.6723  16.6423  -0.001  0.0019  -0.0026
O  -18.4617  2.4429  17.3786  0.001  -0.0017  0.0019
Si  29.3951  -4.5379  17.3947  0.0006  0.0025  -0.0019
Si  16.3051  6.5546  23.6451  0.0004  -0.002  0.002
Si  10.6848  16.7105  30.2882  0.0078  -0.0017  -0.0025
Si  7.0005  -2.1827  27.9672  -0.0021  -0.0024  0.0019
Si  -2.2713  4.3062  25.0222  -0.0003  -0.0002  0.0017
Si  8.6634  1.2471  26.0196  -0.0006  -0.0005  0.0011
Si  0.2189  9.4638  28.0362  -0.0028  -0.0003  0.0059
Si  16.1997  3.9296  16.7225  -0.0023  0.0046  -0.0019
Si  5.5374  -1.7066  13.9393  -0.0059  0.0019  0.0148
Si  14.3499  -5.231  21.3172  0.0011  -0.0007  0.0007
Si  6.8574  1.9714  20.1026  0.001  0.0013  0.0034
Si  16.3644  2.5296  14.126  -0.0001  -0.0009  -0.0001
Si  3.7115  10.7895  29.8268  -0.0002  -0.0084  0.0096
Si  11.6472  10.1046  19.477  -0.003  -0.0001  -0.0002
Si  11.7741  9.3875  10.8275  -0.0001  0.0018  -0.001
Si  13.4275  19.0087  16.7718  -0.0016  -0.0027  -0.0033
Si  8.752  5.9069  13.8984  -0.0053  -0.0044  -0.0044
Si  14.9678  17.0958  18.2492  -0.0017  0.0007  -0.001
Si  10.3422  2.2551  16.3467  0  0.0054  -0.0036
Si  11.3564  3.0571  19.2078  -0.0021  0.0021  -0.0014
Si  -4.0037  -24.859  15.9199  0.0026  -0.0072  -0.013
Si  -3.718  12.9008  14.7455  0.0086  0.0029  -0.0078
Si  -15.6348  15.9335  19.776  0.0037  0.0001  0.0014
Si  11.3527  4.5468  14.5207  -0.008  0.014  0.0236
Si  -8.1115  3.5619  32.8111  -0.0073  -0.0136  0.0118
Si  6.2484  23.6217  10.909  -0.0103  -0.0087  0.0019
Si  7.7868  5.8895  22.8748  -0.0025  -0.0013  0.0003
Si  0.8602  7.9412  25.2461  0.0012  -0.0016  0.0022
Si  23.3724  7.616  21.2556  -0.0036  -0.0036  -0.0052
Si  -7.2571  1.4711  18.6404  -0.0007  0.0006  0.0035
Si  11.2831  -6.7417  12.1825  0.008  -0.0125  -0.0265
Si  7.7238  28.0439  27.0501  -0.0028  0.0022  -0.0016
Si  15.8642  9.1723  27.0684  0.0006  -0.0007  0.003
Si  -8.9946  21.758  17.6982  -0.0066  -0.0099  -0.0035
Si  -1.4038  8.1053  22.982  -0.0038  -0.0008  -0.0029
Si  14.4383  2.5272  25.886  -0.0004  0.0015  0.0014
Si  -3.7565  -6.7242  32.344  -0.0018  -0.0023  -0.0018
Si  11.9652  18.9137  30.6339  0.0069  0.0018  -0.0015
Si  17.6341  10.5337  11.9243  -0.0023  0.0006  -0.007
Si  19.3765  3.6363  28.2629  -0.0003  -0.0011  -0.0005
O  -9.0508  1.5736  24.6028  -0.0009  -0.0006  -0.0013
O  -16.1915  -9.8484  26.1499  -0.001  0.0007  0.0003
O  -2.1941  14.3547  28.358  -0.0001  -0.0009  0.0016
O  18.4137  17.0841  18.8982  0  -0.0016  0.0013
O  13.5431  6.842  17.8371  0.0009  0.0016  0
O  2.3027  1.5327  21.9509  -0.0004  -0.0002  -0.0012
O  33.0989  27.1274  14.8751  0.0153  -0.0006  -0.0019
O  12.202  -24.9472  13.5045  0.0024  -0.0018  0.007
O  37.0599  1.9713  27.2897  -0.001  -0.0008  0.0018
O  8.9494  7.034  22.9828  0.0017  0.003  0.0009
O  18.7045  2.6288  29.366  -0.0019  0.0005  -0.0008
O  4.2262  27.6463  25.0138  -0.0007  0.0013  -0.0008
O  24.7012  6.7181  21.6885  -0.0036  0.0026  -0.0002
O  14.4056  -34.5403  17.433  -0.0013  0.0037  0.0015
O  10.2219  -1.4678  28.3707  0.0013  -0.0013  -0.0028
O  34.0254  0.2401  20.3627  -0.0002  -0.0005  0.0001
O  14.9929  -4.8869  19.8651  -0.0006  0.0002  0
O  16.2319  33.602  23.0981  -0.0016  -0.0006  -0.0011
O  27.3356  16.0346  27.6391  0.0004  0  -0.0001
O  13.2532  -0.5344  13.7726  -0.0006  0.0004  0.0042
O  -7.8742  2.3721  19.873  0.0005  -0.0017  -0.002
O  -5.6593  -6.0491  16.7349  -0.0018  -0.0019  0.0022
O  0.6264  11.0353  28.044  -0.0007  -0.0004  -0.0004
O  -26.415  22.2756  14.4722  -0.0024  0.0025  0.0018
O  33.9124  2.2731  17.9262  -0.0001  0.001  -0.004
O  18.1199  19.9748  15.2745  0.008  -0.0041  0.0034
O  22.6764  8.0771  24.3675  -0.0018  0.0006  0.0009
O  -0.9138  -10.162  15.7237  -0.0004  0.0011  0.0004
O  32.5112  22.7468  27.4674  -0.0005  0.0003  -0.0021
O  47.4085  38.3683  14.8513  -0.0157  -0.0122  -0.007
O  8.4099  4.6032  23.7015  -0.0002  0.0011  -0.0007
O  -17.0425  7.9257  29.0903  0.0002  -0.0002  0.0027
O  19.8841  -3.6381  14.5914  -0.0075  0.0089  0.0129
O  30.9077  -0.8951  28.6295  -0.0006  0.0001  -0.0009
O  -3.9901  -5.6655  28.4438  -0.0018  -0.0002  0.0006
O  18.8131  -10.7354  23.2048  0.0003  -0.0011  -0.0005
O  20.4499  5.4528  26.1154  0  0.0008  0.0007
O  11.9092  24.4569  29.0492  -0.0008  -0.0014  -0.001
O  7.3238  -5.8703  13.8144  0.003  0.0032  -0.0033
O  -3.3002  -9.7389  20.0783  -0.0011  -0.0003  -0.0004
O  19.1237  -5.525  21.3438  0.0003  -0.0003  -0.0015
O  -3.0874  2.8141  13.499  -0.0022  -0.0051  0.0043
O  -34.0968  -1.9753  20.4599  -0.0007  -0.0021  0.0018
O  31.3347  7.7257  27.3472  0.0001  -0.0001  0.0006
O  -11.3558  -13.3859  16.5277  0.0003  0.0009  0.0018
O  29.5408  17.3915  23.4422  0.0005  -0.0002  -0.0018
O  29.4555  23.9076  14.7484  -0.008  -0.001  0.0023
O  -1.2832  17.6941  17.7157  0.0004  -0.0013  0.0035
O  51.5296  -10.2105  29.8358  0.0017  0.0046  -0.0022
O  -20.6179  4.9649  29.7918  0.0037  -0.0008  0.0046
O  15.5023  40.388  27.0258  -0.0012  0.0006  0.0005
O  10.5876  -1.2138  13.9883  0.0012  -0.0013  0.0032
O  -12.2502  15.423  24.7852  -0.0002  0.0008  -0.0006
O  -13.7821  20.4861  22.818  0.0016  -0.0044  0.0008
O  -7.4724  -13.7844  23.7998  -0.0026  0.0026  -0.0002
O  25.6309  0.9189  29.7469  -0.0005  0.0019  -0.0008
O  6.9477  3.5029  19.5156  -0.0001  0.001  0.0008
O  -2.5105  4.9771  19.2302  0.0019  0.0036  0.0025
O  17.4879  20.2442  26.9061  0.0004  0.0015  -0.0005
O  23.7746  8.7951  26.6106  -0.0007  0.0001  -0.0025
O  45.6241  -4.2297  20.293  0.0033  -0.0015  -0.0015
O  21.1419  23.0986  22.4506  -0.0001  -0.0009  -0.0004
O  4.191  -29.1397  15.1592  0.0016  -0.0029  0.0018
O  16.1416  14.1821  29.3876  0.0012  -0.0003  0.0005
O  11.5882  4.6281  18.834  -0.0082  0.0046  0.003
O  15.117  9.8107  25.7619  -0.002  0.0003  -0.0027
O  -2.8925  -19.3865  16.0914  0.003  -0.0031  0.0001
O  23.2617  15.4879  27.3001  0.0001  0.0002  -0.0018
O  27.8751  17.9431  17.6914  -0.0015  -0.0013  0.0011
O  9.2383  22.0773  24.9116  -0.0007  -0.0006  -0.0014
O  12.8253  21.7903  18.6098  0.0043  0.0018  -0.0006
O  22.9553  3.2898  15.572  -0.0062  -0.0065  0.0044
O  18.4694  3.4829  26.8664  0.002  0.0013  0.0026
O  -1.0903  -1.5605  18.5561  0.0005  0.0012  0.0014

Results
free energy: -180322.720 eV
free energy less fixed offsets of O -568.88, Si -635.61 eV per atom: 7.080 eV

The program warned: the cutoff lies below the one the program advises for these potential files; the exchange-correlation potential is rough where the density is thin.
